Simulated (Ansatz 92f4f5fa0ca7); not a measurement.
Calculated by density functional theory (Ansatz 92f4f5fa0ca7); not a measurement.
Periodic cell of 237 atoms, Si146O90P1, from a study of silicon, its oxide and their interface. The atomic structure is a simulated model.
Doubt: the cutoff is far below the 930 eV that the study's wrapper takes by default for these files, so forces and energies are approximate.
This geometry differs little from another in the collection (a relaxation step or a small displacement).

Settings: functional PBE; potential files Ansatz PAW; basis plane waves; wave-function cutoff 580 eV; density cutoff ratio 5; exchange-correlation grid ratio 1; k mesh 1 x 1 x 1, Gamma-centred; self-consistency stop 5e-08 eV per atom in the density residual; occupations fixed; spin none; net charge +1 e, with a uniform compensating background and no finite-size correction.

Cell vectors (angstrom)
a 11.6015 0 0
b 0 10.938 0
c 0 0 32.0622

Atoms: element, x, y, z (angstrom)
Si -0.1967 -0.0647 23.2734
Si 3.6673 0.2053 23.1007
Si 7.5515 -0.1392 23.4482
Si 1.6845 1.3745 23.4216
Si 5.7348 1.4001 23.1902
Si 9.4404 1.2249 23.3587
Si 0.1574 5.3123 23.4626
Si 4.1226 5.2904 23.3977
Si 8.0342 5.6067 23.5507
Si 2.1585 6.5759 23.3668
Si 5.9677 6.7624 23.4813
Si 10.0091 6.8675 23.6077
Si 1.9009 2.6631 25.3917
Si 5.833 2.6528 25.2609
Si 9.6289 2.683 25.2631
Si 11.5947 4.0029 25.3907
Si 3.8928 3.9665 25.3286
Si 7.7434 4.0902 25.3513
Si 1.9719 8.1506 25.1871
Si 5.7744 8.1685 25.3652
Si 9.7091 8.2646 25.4443
Si 11.6372 9.5604 25.2651
Si 3.8651 9.588 25.0684
Si 7.6893 9.5206 25.4147
Si 11.6481 -0.0163 27.2124
Si 3.9017 -0.0528 27.116
Si 7.7606 -0.0202 27.2961
Si 1.9827 1.3097 27.2905
Si 5.8312 1.3194 27.2132
Si 9.6958 1.3299 27.2096
Si 11.5888 5.4715 27.2384
Si 3.8459 5.4209 27.2167
Si 7.7127 5.464 27.2716
Si 1.9357 6.822 27.1688
Si 5.7588 6.7975 27.2738
Si 9.6535 6.8186 27.3004
Si 1.94 2.7257 29.1878
Si 5.7958 2.7284 29.1397
Si 9.6814 2.7299 29.1404
Si 0.0104 4.1055 29.1681
Si 3.8621 4.0908 29.172
Si 7.7359 4.0864 29.1849
Si 1.9423 8.1832 29.1198
Si 5.794 8.1824 29.1847
Si 9.6682 8.1875 29.2245
Si 0.0053 9.5495 29.1536
Si 3.8731 9.5539 29.0996
Si 7.7336 9.5408 29.2057
Si 0.0001 -0.001 31.0895
Si 3.8526 0.0044 31.0487
Si 7.735 0.0087 31.1056
Si 1.9252 1.3728 31.1171
Si 5.7938 1.3522 31.0721
Si 9.6703 1.3676 31.0841
Si 0.0085 5.4812 31.1027
Si 3.8767 5.4669 31.1034
Si 7.732 5.4571 31.1244
Si 1.9476 6.846 31.081
Si 5.8038 6.8279 31.1137
Si 9.6662 6.8324 31.1599
Si 1.9249 2.7556 0.9852
Si 5.7963 2.7453 0.9369
Si 9.6716 2.7388 0.9622
Si -0.0129 4.122 0.9677
Si 3.858 4.1167 0.9975
Si 7.7458 4.1085 1.0143
Si 1.9318 8.2287 0.9563
Si 5.7944 8.2207 0.9636
Si 9.6603 8.2363 1.0236
Si -0.0042 9.5988 0.9835
Si 3.8735 9.6001 0.9443
Si 7.7168 9.5931 0.978
Si 11.6092 0.034 2.924
Si 3.8606 0.0296 2.9088
Si 7.7291 0.033 2.9084
Si 1.9357 1.4288 2.9336
P 5.8093 1.3754 2.8351
Si 9.6573 1.4121 2.9226
Si 11.5623 5.5159 2.8777
Si 3.8751 5.5102 2.9191
Si 7.7328 5.5248 2.9258
Si 1.9108 6.8362 2.8664
Si 5.8071 6.8717 2.8925
Si 9.6552 6.913 2.9831
Si 1.9036 2.8386 4.8376
Si 5.8269 2.702 4.7401
Si 9.598 2.8041 4.8416
Si 11.5376 4.1491 4.788
Si 3.9116 4.0938 4.8145
Si 7.7132 4.202 4.8751
Si 1.8901 8.1727 4.7985
Si 5.8118 8.2596 4.7982
Si 9.6547 8.3462 4.912
Si 11.6308 9.6724 4.8959
Si 3.8366 9.5023 4.8021
Si 7.7017 9.7024 4.9106
Si 11.588 0.2414 6.7923
Si 3.7366 -0.0555 6.6799
Si 7.7178 0.0709 6.942
Si 2.0412 1.5111 6.7738
Si 5.7031 1.2498 6.63
Si 9.6458 1.5402 6.8463
Si 11.5252 5.5175 6.7036
Si 3.9908 5.4302 6.7873
Si 7.7315 5.6648 6.8364
Si 1.9865 6.6505 6.643
Si 5.8155 6.9778 6.7572
Si 9.7453 7.0521 6.9149
O 9.9874 7.9702 8.3039
O 7.6695 9.9358 8.2317
O 7.4061 4.7318 8.17
O 3.3457 10.3407 8.2171
O 2.0924 7.523 8.0324
O 3.9866 4.6075 8.2526
O 9.7835 2.4809 8.2166
O 2.6185 2.3503 8.1203
O 11.3927 4.6007 8.0763
O 5.3496 2.4474 7.7178
O 5.8252 7.985 8.0861
O 11.2867 10.3162 8.1566
O 11.2799 10.0837 21.8005
O 3.2218 10.7214 21.5285
O 5.7774 7.7615 22.1636
O 4.2239 4.4412 21.9535
O 7.6779 9.675 22.2
O 10.3234 7.6771 22.197
O 1.6114 2.4065 22.1263
O 5.9485 2.4358 21.8894
O 8.444 4.6974 22.222
O -0.0804 4.4469 22.0469
O 2.3422 7.3571 21.925
O 9.1253 1.8786 21.8667
Si 1.9332 7.7683 9.6151
Si 5.0425 0.5784 17.6886
Si 2.4887 5.4156 14.0254
Si 10.5594 3.8567 14.0493
Si 8.2762 2.3849 15.2609
Si 9.5499 2.2431 20.3387
Si 10.5163 3.6725 9.0871
Si 0.0368 2.3133 11.5671
Si 11.0269 8.1242 15.3975
Si 5.16 6.9348 14.0011
Si 5.7702 2.6058 11.1142
Si 8.5778 7.6694 19.3924
Si 8.1197 4.8453 20.6338
Si 5.9225 9.5848 15.2061
Si 2.1119 7.6319 20.3393
Si 1.9251 4.8872 18.7899
Si 4.4973 3.4387 18.0159
Si 8.51 8.9225 16.8178
Si 0.8354 9.48 13.3078
Si 9.9172 10.6528 11.7338
Si 5.3535 3.7017 21.0176
Si 0.5839 5.5078 16.2652
Si 10.7821 9.1424 9.1569
Si 6.5628 8.8918 21.2901
Si 7.11 7.11 11.4983
Si 2.6747 0.7348 12.2259
Si 10.8896 8.6789 21.0453
Si 6.0385 4.3285 15.6346
Si 7.0882 0.4839 12.9828
Si 4.0665 2.9967 8.5778
Si 0.8771 6.7424 11.9034
Si 6.57 9.0522 9.0877
Si 0.6645 3.2903 21.1478
Si 9.8023 6.5062 12.8899
Si 7.7214 4.5443 9.7615
Si 3.9828 10.0734 20.2192
Si 4.2623 3.0421 13.5204
Si 3.8494 10.01 9.7484
Si 8.0603 0.7764 18.0326
O 11.5082 3.2236 12.8968
O 9.3475 4.4976 9.8849
O 8.8078 3.6063 19.8611
O 4.0425 -0.0622 18.8111
O 11.3244 4.5246 15.3113
O 9.8652 9.7756 10.3436
O 3.7728 1.5341 13.1324
O 0.6623 9.0428 14.8674
O 6.4792 0.9711 18.3849
O 4.7641 3.1625 19.6085
O 6.2626 1.1731 11.7397
O 0.5603 8.6214 9.8325
O 5.6416 4.3167 17.2274
O 8.4442 7.1985 12.3932
O 4.4502 2.6032 10.1122
O 2.0717 5.6268 15.5836
O 3.376 0.0631 10.922
O 5.8815 7.2185 12.5556
O 2.304 6.3535 19.3709
O 0.6485 4.9253 17.7807
O 8.4212 10.6916 12.376
O 5.4682 10.0919 9.671
O 0.5939 8.1881 20.2097
O 9.7624 2.5976 14.6751
O 2.0075 10.5905 13.232
O 9.9507 9.0982 16.1021
O 6.1492 10.3457 13.7729
O 7.4541 1.5961 14.1062
O 1.6482 3.9272 20.0519
O 5.9079 5.7954 14.9215
O 7.3437 8.9413 15.6947
O 1.5134 1.6667 11.599
O 7.184 8.2983 10.38
O 4.3302 1.9864 17.2792
O 7.0558 3.1615 10.2847
O 11.5442 6.9941 16.4354
O 8.2925 10.1372 17.8423
O 3.2803 8.5288 10.1128
O 7.5855 3.8386 15.5178
O 3.1379 4.2968 17.9047
O 2.8996 3.8918 13.6768
O 1.3318 8.2141 12.4244
O 1.2004 5.6883 13.0802
O 4.9732 8.3052 14.8683
O 11.1723 2.3897 20.3401
O 10.9867 10.0041 12.7713
O 5.2828 3.5717 12.3423
O 5.0854 3.2088 14.9076
O 6.4882 4.8008 20.5713
O 8.4002 1.5626 16.6528
O 10.4156 1.2378 11.4373
O 10.874 6.6142 11.653
O 3.2497 8.6786 19.8549
O 1.72 6.4294 10.5299
O 7.1591 8.202 19.966
O 8.501 7.5824 17.7618
O 3.6715 6.4309 13.6184
O 9.5685 4.9575 13.3444
O 5.51 9.9923 20.7672
O 10.3325 7.3687 14.144
O 8.7791 6.1696 19.9802
O 7.0626 5.7207 10.6533
O 5.2702 10.5445 16.3756
O 9.0549 1.1463 19.2598
O 11.5841 3.1704 10.1851
O 9.7344 8.7093 19.8994

Results
free energy: -144757.723 eV
free energy less fixed offsets of O -568.88, P -755.39, Si -635.61 eV per atom: -4.073 eV

Forces (eV/angstrom), in the order of the atoms: element, x, y, z
Si 0.0016 0.0013 0.0058
Si 0.0036 0.0018 0.0061
Si -0.0025 0.001 0.0035
Si -0.003 -0.0024 0.0045
Si -0.0017 -0.0038 0.0043
Si 0.0037 -0.0016 0.0036
Si -0.0004 -0.0028 0.0056
Si 0.0027 -0.002 0.0029
Si -0.0031 -0.0009 0.0019
Si -0.0038 0.0009 0.0023
Si -0.0014 0.0009 0.0048
Si -0.0005 0.0063 0.0038
Si 0.0016 0.0021 -0.0033
Si 0.0003 0.0022 -0.0045
Si -0.0005 0.0011 -0.0021
Si 0.0005 -0.0005 -0.0009
Si -0.0014 -0.0024 0.0016
Si 0.0004 -0.0013 0.0033
Si 0.0022 0.0023 0
Si -0.0011 0.0019 0.0004
Si 0.0004 0.001 0.0018
Si -0.0007 -0.0017 -0.0041
Si -0.0001 -0.0035 -0.0007
Si 0.0018 -0.0022 -0.0007
Si -0.0022 -0.0005 0.0009
Si 0.0006 0.001 -0.0015
Si 0.0006 0.0002 -0.0012
Si 0.0005 0.0001 0.0017
Si -0.0017 -0.0011 0.0017
Si 0.0001 0.0018 0.0005
Si 0.0007 0.0013 0.0001
Si -0.0017 0.0019 -0.0013
Si 0.0005 0.0007 -0.001
Si -0.0003 -0.0015 -0.0006
Si 0.0017 -0.0012 -0.0007
Si -0.0027 -0.0001 -0.0006
Si -0.0007 -0.0014 0.002
Si -0.0009 0.0002 0.0015
Si -0.0012 -0.0014 0.0006
Si 0.0016 0.0005 0.0001
Si 0.0006 -0.0006 0.0002
Si -0.0001 0.0003 -0.0003
Si 0.0012 -0.0012 0.0002
Si 0.0007 -0.0008 0.0001
Si 0.0005 -0.001 -0.0001
Si -0.0008 0.0021 0.0009
Si -0.0015 0.0005 0.0024
Si -0.0009 0.0002 0.0039
Si 0.0002 -0.0014 0.0002
Si 0 0 0.0009
Si -0.0006 -0.0009 0.0015
Si -0.0004 0.0025 0.0011
Si 0.0001 -0.0003 0.0003
Si -0.0002 0.0014 0.0001
Si 0 -0.0014 0.001
Si -0.0001 -0.0011 0.0017
Si 0.0005 -0.0001 0.0015
Si 0.0001 0.0003 0.0001
Si -0.0005 0.001 0.0013
Si -0.0001 0.0002 0.0022
Si -0.0016 -0.0041 0.0007
Si 0 0.0034 -0.0037
Si 0.0005 -0.0037 0.0025
Si 0.0006 0.0028 -0.0004
Si 0.0001 0.0034 0.0027
Si 0.0008 0.0011 0.0011
Si 0.0004 -0.0013 0.0022
Si 0.0001 0.0006 0.0009
Si -0.003 -0.0017 -0.0001
Si 0.0001 0.0048 0.0022
Si 0.0011 -0.0016 -0.0017
Si 0.0005 -0.0003 0.0006
Si 0.0015 -0.004 -0.0007
Si -0.0043 0.0025 -0.001
Si 0.007 -0.0009 -0.0004
Si 0.0039 0.0007 -0.0009
P -0.0009 -0.0046 0.009
Si -0.0048 0.0008 -0.0013
Si 0.001 -0.0054 0.0014
Si -0.0017 -0.0039 -0.0034
Si -0.0003 -0.003 -0.0015
Si 0.003 0.0046 -0.0026
Si -0.0003 0.0033 -0.0022
Si -0.0001 0.0041 0.0001
Si 0.0016 0.0001 0.0033
Si -0.0167 0.0001 -0.003
Si -0.0002 0.0026 0.0024
Si -0.0072 -0.0003 -0.0005
Si 0.0052 -0.0099 0.0039
Si 0.0067 -0.0023 0.0024
Si 0.0005 -0.0018 -0.0011
Si 0.0013 0 0.0019
Si 0.0022 -0.0015 0.0031
Si -0.0005 0.0051 -0.0009
Si 0.001 -0.0022 -0.0007
Si -0.0021 0.001 -0.004
Si 0.0063 -0.0057 -0.0082
Si 0.0043 0.0014 -0.0095
Si 0.0035 0.0041 -0.0051
Si -0.0064 0.0072 -0.0074
Si 0.0044 -0.0002 -0.0054
Si -0.0009 0.0065 -0.0103
Si 0.0051 -0.0063 -0.0111
Si 0.0029 -0.0029 -0.0093
Si 0.0069 -0.0025 -0.0076
Si -0.0025 0.0015 -0.0096
Si -0.0077 0.0012 -0.0071
Si -0.0071 0.0048 -0.0094
O 0.0056 0.0109 0.0093
O -0.0068 -0.0117 0.0088
O 0.0002 -0.0063 0.0132
O 0.0003 -0.0087 0.0137
O 0.001 0.0088 0.0203
O 0.0019 -0.0091 0.0052
O 0.0031 0.011 0.0079
O 0.0087 0.0014 0.0039
O -0.0058 -0.0099 0.0126
O -0.0116 0.0088 0.0098
O 0.0045 0.0114 0.0075
O -0.0111 -0.0102 0.0085
O -0.0022 -0.0093 -0.0036
O 0.0003 -0.0057 -0.0083
O 0.0011 0.0067 -0.0042
O 0.0016 -0.0057 -0.0039
O -0.0021 -0.0065 -0.0025
O 0.0032 0.0073 -0.0053
O -0.0035 0.0086 -0.0041
O -0.0008 0.0097 -0.0025
O 0.0014 -0.0039 -0.0052
O 0.0003 -0.0081 -0.003
O 0.0008 0.0021 -0.0081
O 0.0001 0.0058 -0.0088
Si -0.0017 0.0057 -0.0053
Si -0.0011 -0.002 -0.0029
Si -0.0042 -0.0025 0.0067
Si 0.0012 0.0003 0.0026
Si -0.0002 -0.0023 0.0016
Si -0.0004 0.0022 0.0021
Si -0.0021 -0.0001 -0.0098
Si -0.003 0.002 0.0032
Si 0.0002 -0.0022 -0.0002
Si 0.003 0 0.0038
Si -0.0023 0.0043 0
Si -0.0005 0 -0.0037
Si -0.0011 -0.0018 -0.0033
Si 0 0.0014 0.0022
Si -0.0032 0.0052 -0.002
Si -0.0006 -0.0011 -0.0013
Si -0.0003 0.0016 -0.0002
Si -0.0007 -0.0006 -0.0005
Si -0.0001 -0.0004 0.0055
Si 0.0015 0.0013 0.0049
Si -0.0001 -0.0012 0.0044
Si -0.0001 -0.0006 -0.0002
Si 0.0072 -0.0036 -0.0093
Si -0.0004 0.001 0.0021
Si 0.0023 -0.0002 -0.0005
Si 0.0024 -0.0023 0.0038
Si 0.0005 0.0025 0.002
Si -0.0028 -0.0007 0.0018
Si 0.0007 0.0018 0.0051
Si 0.0034 -0.0019 -0.012
Si 0.003 0.0015 0.0031
Si -0.0004 0.0035 -0.0098
Si -0.0005 -0.0002 0.0022
Si -0.0028 0.0007 0.0071
Si 0.0048 -0.0014 -0.0047
Si 0.0005 0.0005 0.0033
Si 0.0009 -0.0014 0.0056
Si 0.0036 -0.0037 -0.0049
Si 0.0022 0.0013 -0.0043
O -0.0035 0.0045 0.0022
O -0.003 0.0021 -0.0025
O 0.0009 -0.0015 0.004
O 0.0017 0.0038 -0.0018
O -0.0004 0.0001 0.0005
O -0.0025 0.0062 0.006
O 0.0019 0.0039 -0.0037
O 0.0006 -0.0004 -0.0003
O -0.0003 -0.0005 0.0042
O -0.0043 -0.0018 -0.0056
O 0.0036 -0.0057 -0.0024
O 0.0021 0.0007 -0.0084
O 0.001 0.0004 0.0014
O 0.0045 0.0002 -0.0034
O 0.0081 -0.001 0.0034
O 0.0007 -0.0027 -0.0036
O -0.006 0.0081 0.0054
O -0.0057 -0.0003 0.0005
O -0.0011 -0.0066 0.0024
O -0.0018 0.0008 0.0013
O -0.0052 0.0021 -0.0038
O -0.0052 0.0009 -0.0031
O 0.004 -0.0032 0.0044
O -0.0036 -0.0004 -0.0036
O -0.002 -0.0025 -0.0028
O 0.001 0.0006 0.0017
O -0.0005 -0.0025 -0.0019
O 0.0007 0.002 -0.0006
O 0.005 0.0075 -0.003
O 0 -0.0016 -0.0008
O 0.0002 0.0003 -0.0012
O 0.0018 -0.0017 -0.0059
O 0.002 -0.008 0.0058
O 0 -0.0001 0.0016
O -0.0038 -0.0042 -0.002
O 0.0005 -0.0002 0.0013
O 0.0005 -0.0009 0.0033
O 0.0003 0.0003 -0.0041
O -0.0006 0.0002 -0.0009
O 0.0011 -0.002 0.0025
O 0.0006 0.0053 -0.0048
O -0.003 0.0048 -0.0024
O 0.0045 -0.0033 -0.0011
O -0.0008 0.0013 -0.0017
O -0.0008 -0.0013 0.0035
O 0.0051 -0.0017 -0.0021
O -0.0022 0.0017 0.0007
O -0.0005 0.0014 0.0002
O -0.0002 0.0009 0.0042
O 0.0006 0.0026 -0.002
O 0.0001 -0.0035 -0.0064
O -0.0018 0.0005 -0.003
O -0.0005 -0.0009 0.0047
O -0.002 -0.004 0.0012
O 0.0044 -0.0033 -0.0003
O -0.0006 0.0013 -0.0032
O -0.0008 -0.0006 -0.0035
O 0.0013 -0.0015 -0.0038
O -0.0051 0.0011 0.0022
O 0.0014 0.0021 -0.0007
O 0.0003 0.0045 0.0033
O -0.0023 0.0078 0.0002
O 0.001 -0.0013 -0.001
O -0.0034 -0.0044 -0.0007
O 0.0053 -0.006 0.0051
O -0.0051 -0.0017 0.0014

The program warned: the cutoff lies below the one the program advises for these potential files; the forces do not sum to zero within the program's tolerance; the exchange-correlation potential is rough where the density is thin.
